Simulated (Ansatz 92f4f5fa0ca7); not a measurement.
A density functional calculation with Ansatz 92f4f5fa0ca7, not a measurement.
Periodic cell of 194 atoms, Si117O77, from a study of silicon, its oxide and their interface. The atomic structure is a simulated model.

Settings: functional r2SCAN; potential files Ansatz norm-conserving; basis plane waves; wave-function cutoff 1300 eV; density cutoff ratio 4; exchange-correlation grid ratio 1; k mesh 2 x 2 x 1, shifted by 0.5 0.5 0.5 of a step; self-consistency stop 5e-08 eV per atom in the density residual; occupations Fermi-Dirac, 0.05 eV; spin none; net charge 0.

Cell vectors (angstrom)
a 11.5403 0 0
b 0 11.5403 0
c -5.6842 -4.2943 25.8561

Atoms: element, x, y, z (angstrom)
Si 8.3468 10.1619 -0.8548
Si 7.2325 2.433 -0.9434
Si 8.0272 7.1769 -0.9797
Si 1.4465 9.5914 -0.614
Si 1.1588 3.2916 -0.4155
Si 0.1674 6.6883 1.4602
Si 4.6026 11.6937 2.6768
Si 5.0641 4.3433 -1.1897
Si 2.0595 6.0801 -4.4672
Si 0.0815 -1.1876 1.307
Si -0.0484 2.693 1.4478
Si 2.0034 7.3754 0.1344
Si 5.5307 10.2189 -1.7496
Si 4.0627 3.6642 0.7579
Si 4.2453 7.383 1.1167
Si 9.2177 10.5011 1.2996
Si 9.128 2.7322 1.337
Si 9.1504 6.6442 1.1188
Si 0.6482 0.7594 2.5932
Si 0.5472 4.6845 2.6445
Si 0.5375 8.5778 2.782
Si 4.7263 1.4067 0.69
Si 4.4855 5.2073 2.4084
Si 4.5201 9.154 2.681
Si 8.5471 0.8377 2.5913
Si 8.5138 4.739 2.4254
Si 8.559 8.5442 2.4996
Si 10.3503 0.8412 4.1005
Si 10.2298 4.7238 4.0616
Si 10.2226 8.5414 4.1778
Si 2.6479 0.8175 3.886
Si 2.6023 4.8146 3.8142
Si 2.5914 8.6696 3.9615
Si 6.5423 0.7798 3.8835
Si 6.4855 4.7895 3.6848
Si 6.5272 8.6133 3.8237
Si 10.2948 10.4864 5.4771
Si 10.3039 2.8088 5.4084
Si 10.28 6.5969 5.4588
Si 2.5313 10.5155 5.3778
Si 2.6711 2.8605 5.1738
Si 2.6172 6.6942 5.2254
Si 6.582 10.4432 5.3018
Si 6.4856 2.8339 5.1424
Si 6.5064 6.647 5.1491
Si 0.6713 10.5369 6.818
Si 0.7641 2.9072 6.6422
Si 0.763 6.6659 6.6599
Si 4.5742 10.4351 6.5627
Si 4.5825 2.8369 6.5528
Si 4.5896 6.6627 6.5266
Si 8.3769 10.4824 6.7966
Si 8.3501 2.8117 6.7252
Si 8.3048 6.5726 6.7054
Si 0.7071 1.0333 8.0421
Si 0.8143 4.8097 8.0774
Si 0.6423 8.5142 8.0892
Si 4.4803 0.8426 7.8412
Si 4.6584 4.7864 7.9419
Si 4.6188 8.5227 7.9656
Si 8.3053 0.8854 8.1071
Si 8.3598 4.7252 8.1777
Si 8.4071 8.4826 8.0451
Si 10.3144 0.744 9.3465
Si 10.3949 5.4323 9.3214
Si 10.2524 7.9501 9.4455
Si 2.6522 0.817 9.3406
Si 2.8113 4.7155 9.4075
Si 2.6567 8.5372 9.2801
Si 6.2603 12.4474 9.3022
Si 6.4074 4.7625 9.5771
Si 6.5259 8.4496 9.423
Si 11.7207 10.3406 11.2616
Si 10.301 1.0367 12.2561
Si 10.6291 5.107 11.6538
Si 2.4016 10.3824 10.6474
Si 3.2013 2.7005 10.6446
Si 4.6313 7.3909 12.1638
Si 4.7502 9.8281 12.256
Si 6.2339 10.4777 10.5429
Si 7.9781 5.0456 14.8618
Si 10.0116 8.6861 11.831
Si 1.9476 3.0687 12.6924
Si 11.1215 3.1417 12.9371
Si 8.7472 10.7198 12.5408
Si 6.3437 2.7507 13.6917
Si 2.8647 6.7292 10.693
Si 8.8828 6.5958 12.2928
Si 5.6481 2.7699 10.6206
Si 6.673 6.6692 11.0762
Si 5.8603 9.5773 16.8716
Si -0.1022 3.0586 24.9708
Si 0.972 0.5647 19.8681
Si -0.916 1.9037 18.0934
Si 6.5373 11.2359 14.5057
Si 9.7416 -0.1278 19.8659
Si 1.8898 7.5293 22.7543
Si 6.5525 3.8734 22.7028
Si 6.4879 3.7499 19.8719
Si 6.4108 6.8168 16.6968
Si 9.1259 9.2632 23.6616
Si 8.3886 6.1517 19.0929
Si 3.8391 0.4964 19.8805
Si 6.6893 1.3963 23.8649
Si 2.4487 2.2359 21.8404
Si 3.2356 7.4244 19.9716
Si 2.8508 6.4899 14.5782
Si 5.614 -2.065 19.9196
Si 1.2544 6.0047 12.2542
Si -1.8057 7.3673 24.8502
Si 10.5212 3.8359 15.9736
Si -0.4722 4.7225 18.6099
Si 3.6076 7.8353 17.1264
Si 2.3293 4.5464 19.9452
Si 3.6553 3.5214 15.0358
Si 4.1614 2.8764 18.0985
Si 8.3172 8.8545 20.7367
O 6.7229 10.1858 -0.6
O -0.5568 4.3299 23.9545
O 8.7128 2.5669 -0.2762
O 2.4439 3.9037 0.3932
O 8.3819 6.497 25.2334
O 8.7635 8.6361 -1.2571
O 10.7052 -0.7627 9.9702
O 10.1457 1.6769 10.7033
O 11.6714 11.6046 12.3475
O 3.2181 10.433 12.1196
O 4.1816 6.8248 13.6761
O 6.3587 2.5228 12.0975
O 8.5515 6.2049 13.8779
O 1.5674 8.9443 23.4687
O 1.269 5.0887 -3.4458
O 3.0348 6.8011 23.6915
O 6.6449 3.921 -1.2287
O 2.6829 7.7987 18.4745
O 4.3246 1.321 18.5647
O 2.3126 7.8804 21.2238
O 2.3814 -0.1879 19.6002
O 2.1 6.3263 -1.1698
O 8.2309 6.3633 -2.4144
O 5.7905 4.217 21.2932
O 3.3834 5.2519 -4.8749
O 5.0485 5.9306 -1.58
O 2.3537 3.8019 21.39
O 6.2868 10.911 16.0868
O 1.2187 6.5157 -5.8078
O 2.2477 4.6974 12.604
O 7.6939 4.7887 19.6063
O 3.0644 5.0169 15.2353
O 8.0177 10.7163 14.0306
O 6.2988 -1.9456 18.4423
O 3.9755 2.8934 16.5014
O 9.0817 4.5974 15.9694
O 5.3693 10.4885 13.6415
O 5.0295 3.5444 14.1782
O 3.34 5.8099 20.0388
O 9.9614 5.8789 18.8268
O 2.6194 2.6012 14.1581
O 4.872 6.7681 17.2741
O 0.5841 1.3884 18.5045
O 2.7035 7.4945 15.8471
O 5.4675 3.7255 18.6081
O 1.4754 6.7867 13.7219
O 2.8463 3.5212 18.7975
O 9.6053 0.6844 18.4507
O -1.159 3.2733 18.9709
O 11.1038 3.7872 14.4785
O 2.1608 7.5166 -3.6408
O 6.5884 8.3278 16.1022
O 4.2411 9.329 16.9032
O 9.0962 8.773 22.1307
O 10.4291 2.291 16.528
O 1.1338 1.5135 21.1837
O 7.6064 3.7047 14.0382
O 6.4623 1.308 14.409
O 4.6774 -3.3812 20.0789
O 8.344 7.3632 20.1466
O 0.851 9.461 -2.1816
O 7.5606 10.9007 11.4524
O 3.7442 1.516 21.1449
O -0.2343 -0.4793 20.1594
O 6.663 5.6666 15.5939
O 4.1866 3.387 -2.2078
O 8.9724 10.0015 19.7813
O 6.0777 0.1826 24.7422
O 4.8408 -0.6961 20.2457
O 1.7567 2.324 -1.6001
O 5.7426 2.7026 23.5378
O 0.5741 6.5432 22.7421
O 6.7839 -2.2435 21.0064
O 6.2953 1.6498 0.1337
O 7.5572 6.6375 17.8077
O -0.0615 4.6556 17.0217
O 0.8286 5.0284 19.5297

Results
free energy: -49520.437 eV
free energy less fixed offsets of O -463.61, Si -117.95 eV per atom: -22.317 eV
pressure: -1.70 GPa
stress xx, yy, zz, yz, xz, xy (GPa, positive in tension): 1.66, 2.09, 1.35, -0.12, 0.13, 0.23

Forces (eV/angstrom), in the order of the atoms: element, x, y, z
Si 0.4666 -0.0796 0.1212
Si 0.3931 0.2468 -0.1242
Si 0.3099 0.0828 -0.4358
Si -1.0123 0.1941 0.0156
Si -0.3715 0.0074 -0.1809
Si -0.4271 -0.0402 -0.0189
Si -0.0516 -0.05 -0.0425
Si 0.0936 0.2451 -0.5053
Si 0.1694 0.0668 -0.3528
Si 0.0242 0.0469 -0.2854
Si 0.2624 0.0744 0.0366
Si 0.3006 -0.5573 -0.596
Si 0.8931 -0.4838 -0.4793
Si -0.7267 0.4084 -0.174
Si -0.1863 -0.2305 0.1383
Si 0.0903 -0.043 -0.0734
Si 0.0518 -0.1832 -0.3874
Si 0.2875 0.0384 0.0668
Si -0.1655 0.0042 -0.0014
Si -0.0929 -0.0114 0.0135
Si 0.0295 -0.0129 0.2356
Si 0.7838 -0.3166 0.7339
Si 0.0663 0.2653 0.3466
Si 0.0053 0.1386 0.0059
Si -0.0429 -0.1193 0.0308
Si 0.0512 0.1567 0.0099
Si -0.1605 0.025 -0.0016
Si 0.0446 -0.0736 0.0413
Si 0.1789 0.0246 0.0015
Si 0.1044 0.1185 -0.0393
Si -0.0739 -0.026 0.0839
Si -0.0625 0.028 0.0386
Si -0.2028 0.0587 -0.0202
Si 0.209 -0.0069 0.1072
Si -0.0666 -0.0061 0.0524
Si 0.2944 0.0054 -0.0964
Si -0.0567 0.1177 -0.0684
Si 0.0014 -0.0216 -0.0529
Si -0.0611 -0.1051 -0.048
Si 0.0365 -0.0722 0.0371
Si 0.0288 0.0321 -0.0851
Si 0.047 0.0085 0.0971
Si -0.022 0.0812 0.0504
Si 0.0098 -0.1153 -0.0144
Si 0.0789 -0.0021 0.0469
Si -0.1337 -0.1333 0.0854
Si -0.0485 0.065 0.0013
Si 0.0321 0.0369 -0.0561
Si 0.0771 0.0088 0.01
Si -0.0269 -0.0074 0.0509
Si -0.0603 -0.0878 0.0122
Si 0.02 -0.1191 0.062
Si 0.0974 0.0456 -0.0589
Si -0.1315 0.1548 -0.158
Si 0.0374 -0.182 -0.0532
Si 0.0499 0.0271 0.1695
Si -0.0674 0.2876 0.141
Si 0.0399 0.0422 -0.2157
Si -0.1812 -0.084 0.0548
Si -0.0406 0.0615 0.0812
Si -0.2064 -0.1076 0.0299
Si 0.0296 0.0182 0.2489
Si 0.0056 -0.0755 0.1956
Si 0.1406 0.0429 0.1781
Si 0.031 -0.0287 -0.0051
Si -0.1639 -0.2313 -0.1473
Si 0.0739 0.2465 0.0039
Si -0.1061 0.03 -0.281
Si 0.206 -0.202 -0.2551
Si -0.1335 0.0698 -0.2218
Si 0.1649 0.0695 -0.1412
Si -0.0092 -0.0138 -0.0951
Si -0.745 -0.1109 0.2905
Si -0.033 0.0412 0.1302
Si -0.0507 -0.0628 -0.246
Si 0.4047 0.292 0.3311
Si -0.034 0.0071 0.209
Si -0.0683 -0.2819 0.7911
Si 0.0395 0.3707 0.5007
Si 0.4208 0.1972 0.3827
Si -0.1274 0.2737 0.2057
Si -0.0709 0.0973 -0.3893
Si 0.9711 -0.0541 0.2694
Si -0.227 0.3944 0.5619
Si -0.4165 0.096 0.0162
Si -0.1217 -0.034 0.0107
Si -0.1559 -0.1117 -0.1476
Si 0.2641 -0.0613 0.8186
Si 0.2746 -0.3425 0.4989
Si -0.0685 0.0314 -0.3684
Si -0.0313 0.018 0.2612
Si -0.3336 -0.3823 -0.5495
Si 0.0274 -0.2685 -0.0967
Si -0.0512 -0.1793 0.0992
Si -0.0353 -0.1617 0.35
Si 0.0355 -0.103 -0.104
Si 0.1904 -0.0028 -0.4496
Si -0.1344 0.2629 -0.3153
Si -0.0033 0.0064 -0.2004
Si -0.0226 0.0704 0.1999
Si -0.3021 0.0654 -0.6727
Si -0.0051 -0.0063 -0.0543
Si 0.1386 -0.2396 -0.2269
Si 0.0678 0.1595 -0.1941
Si 0.0005 0.0476 -0.3918
Si 0.1786 0.0475 -0.306
Si -0.0749 0.2142 0.1509
Si -0.0367 -0.0403 0.0115
Si 0.6604 0.2307 0.8201
Si -0.7323 -0.0894 -0.1129
Si 0.1787 -0.0142 0.0401
Si 0.0201 0.2035 0.2386
Si -0.0609 0.106 0.2181
Si 0.09 0.0097 -0.1478
Si 0.0174 -0.052 0.2219
Si 0.0721 -0.1152 0.1805
Si -0.2777 0.0682 -0.1245
O -0.1832 0.2867 -0.2991
O 0.0704 0.0481 0.4461
O -0.4974 -0.0226 0.1131
O 0.4138 -0.1025 -0.0668
O 0.6141 0.2554 -0.0795
O -0.3578 -0.1063 0.0976
O 0.2289 0.2862 0.3863
O 0.165 -0.4403 0.1283
O -0.351 0.0741 -0.5402
O -0.0782 -0.2412 -0.7492
O -0.0799 0.1778 -0.2171
O -0.2796 0.1404 -0.1357
O -0.0656 -0.0777 -0.2757
O -0.0979 -0.0362 0.43
O 0.0244 0.1396 0.3203
O -0.5097 0.0027 0.039
O -0.1137 -0.1973 0.1469
O 0.3184 -0.0628 0.0554
O -0.1557 0.2046 0.2184
O -0.0393 -0.209 0.4254
O -0.0128 0.4233 0.1964
O -0.0141 -0.0346 0.1593
O -0.1727 0.2569 0.34
O 0.245 -0.2449 0.1343
O -0.1648 -0.0748 0.007
O 0.1163 0.1019 0.1009
O 0.0079 -0.1852 0.0598
O 0.0345 -0.0485 -0.4687
O 0.0561 0.1423 0.3411
O -0.6604 -0.1317 -0.0906
O -0.0627 0.0577 -0.0078
O 0.0091 -0.1134 -0.2094
O -0.0706 -0.0374 -0.324
O -0.163 -0.0666 -0.1104
O -0.055 0.2047 -0.365
O 0.0245 -0.0463 -0.2242
O 0.1235 -0.1401 -0.2024
O 0.007 -0.1001 -0.0369
O -0.2107 0.0036 0.0467
O -0.0319 -0.2302 -0.063
O -0.278 0.3615 -0.4425
O 0.0716 0.2006 -0.2343
O -0.2797 0.0696 0.1777
O 0.212 -0.2181 -0.1937
O -0.1073 -0.1671 0.17
O 0.0714 -0.3902 -0.402
O 0.0973 0.0371 0.116
O 0.2996 0.1745 0.1948
O 0.1753 -0.038 -0.3212
O -0.0186 -0.2167 -0.2718
O -0.4184 -0.1113 0.047
O -0.2565 -0.0666 0.1771
O 0.3008 -0.2931 -0.029
O -0.1544 0.3453 -0.089
O 0.0581 0.3853 0.1089
O 0.233 -0.0026 0.0035
O -0.0053 0.0018 -0.006
O 0.0359 0.0931 -0.2477
O -0.1473 0.0716 -0.0627
O 0.0126 0.0806 -0.0685
O 0.3699 -0.2727 0.4427
O 0.0774 -0.0095 0.0074
O -0.2453 0.0935 0.081
O -0.1151 0.3816 -0.0831
O 0.2246 -0.1458 -0.141
O 0.005 -0.0955 0.0832
O -0.0234 0.0157 0.2847
O 0.491 -0.0442 0.0318
O -0.0393 -0.0093 -0.0973
O 0.3142 0.2669 0.1464
O 0.2223 -0.1801 -0.0341
O -0.1229 -0.0334 0.6515
O 0.2739 -0.025 -0.1175
O -0.061 -0.0775 -0.0054
O -0.0808 -0.047 -0.0499
O -0.3065 -0.2488 -0.0404
O 0.0264 -0.2005 -0.0837
